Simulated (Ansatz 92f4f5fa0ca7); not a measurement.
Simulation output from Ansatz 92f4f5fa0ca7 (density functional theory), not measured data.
Periodic cell of 357 atoms, Si241O116, from a study of silicon, its oxide and their interface. The atomic structure is a simulated model.
Doubt: the cutoff is far below the 930 eV that the study's wrapper takes by default for these files, so forces and energies are approximate.
This geometry differs little from another in the collection (a relaxation step or a small displacement).

Settings
functional: PBE
potential files: Ansatz PAW
basis: plane waves
wave-function cutoff: 580 eV
density cutoff ratio: 5
exchange-correlation grid ratio: 1
k mesh: 1 x 1 x 1, Gamma-centred
self-consistency stop: 5e-08 eV per atom in the density residual
occupations: fixed
spin: none
net charge: 0

Cell vectors (angstrom)
a, 11.6015, 0, 0
b, 0, 13.3963, 0
c, 0, 0, 40.6641

Atoms: element, x, y, z (angstrom)
Si, 0, 2.2327, 1.1851
Si, 3.8672, 2.2327, 1.1851
Si, 7.7343, 2.2327, 1.1851
Si, 1.9336, 5.5818, 1.1851
Si, 5.8008, 5.5818, 1.1851
Si, 9.6679, 5.5818, 1.1851
Si, 0, 8.9308, 1.1851
Si, 3.8672, 8.9308, 1.1851
Si, 7.7343, 8.9308, 1.1851
Si, 1.9336, 12.2799, 1.1851
Si, 5.8008, 12.2799, 1.1851
Si, 9.6679, 12.2799, 1.1851
Si, 1.9336, 1.1164, 1.9745
Si, 5.8008, 1.1164, 1.9745
Si, 9.6679, 1.1164, 1.9745
Si, 0, 4.4654, 1.9745
Si, 3.8672, 4.4654, 1.9745
Si, 7.7343, 4.4654, 1.9745
Si, 1.9336, 7.8145, 1.9745
Si, 5.8008, 7.8145, 1.9745
Si, 9.6679, 7.8145, 1.9745
Si, 0, 11.1635, 1.9745
Si, 3.8672, 11.1635, 1.9745
Si, 7.7343, 11.1635, 1.9745
Si, 1.9336, 1.1164, 4.3426
Si, 5.8008, 1.1164, 4.3426
Si, 9.6679, 1.1164, 4.3426
Si, 0, 4.4654, 4.3426
Si, 3.8672, 4.4654, 4.3426
Si, 7.7343, 4.4654, 4.3426
Si, 1.9336, 7.8145, 4.3426
Si, 5.8008, 7.8145, 4.3426
Si, 9.6679, 7.8145, 4.3426
Si, 0, 11.1635, 4.3426
Si, 3.8672, 11.1635, 4.3426
Si, 7.7343, 11.1635, 4.3426
Si, 0, 0, 36.3236
Si, 3.8672, 0, 36.3236
Si, 7.7343, 0, 36.3236
Si, 1.9336, 3.3491, 36.3236
Si, 5.8008, 3.3491, 36.3236
Si, 9.6679, 3.3491, 36.3236
Si, 0, 6.6981, 36.3236
Si, 3.8672, 6.6981, 36.3236
Si, 7.7343, 6.6981, 36.3236
Si, 1.9336, 10.0472, 36.3236
Si, 5.8008, 10.0472, 36.3236
Si, 9.6679, 10.0472, 36.3236
Si, 0, 0, 38.6917
Si, 3.8672, 0, 38.6917
Si, 7.7343, 0, 38.6917
Si, 1.9336, 3.3491, 38.6917
Si, 5.8008, 3.3491, 38.6917
Si, 9.6679, 3.3491, 38.6917
Si, 0, 6.6981, 38.6917
Si, 3.8672, 6.6981, 38.6917
Si, 7.7343, 6.6981, 38.6917
Si, 1.9336, 10.0472, 38.6917
Si, 5.8008, 10.0472, 38.6917
Si, 9.6679, 10.0472, 38.6917
Si, 0, 2.2327, 39.4811
Si, 3.8672, 2.2327, 39.4811
Si, 7.7343, 2.2327, 39.4811
Si, 1.9336, 5.5818, 39.4811
Si, 5.8008, 5.5818, 39.4811
Si, 9.6679, 5.5818, 39.4811
Si, 0, 8.9308, 39.4811
Si, 3.8672, 8.9308, 39.4811
Si, 7.7343, 8.9308, 39.4811
Si, 1.9336, 12.2799, 39.4811
Si, 5.8008, 12.2799, 39.4811
Si, 9.6679, 12.2799, 39.4811
Si, 0.3288, 0.0952, 29.3611
Si, 3.8575, 0.0462, 29.1848
Si, 8.2131, 0.0873, 28.7509
Si, 1.8875, 3.3218, 29.3752
Si, 5.6548, 3.2741, 28.977
Si, 7.5992, 2.2051, 29.6838
Si, 1.9109, 5.5734, 29.9886
Si, 3.8064, 6.6151, 29.1416
Si, 7.4786, 6.6611, 29.3402
Si, 2.0518, 10.1526, 29.264
Si, 5.506, 9.8918, 29.3048
Si, 9.8905, 10.4301, 28.8734
Si, 0.2229, 2.1348, 30.3929
Si, 3.8471, 2.2274, 29.9921
Si, 9.3224, 3.5614, 28.9806
Si, 0.3456, 6.9326, 28.9104
Si, 5.6397, 5.4313, 29.9452
Si, 9.3505, 5.5762, 30.0981
Si, 0.0741, 9.1101, 29.7636
Si, 3.7083, 8.7542, 30.0894
Si, 7.409, 8.8427, 30.1069
Si, 2.1029, 12.2745, 30.1404
Si, 5.6152, 12.1248, 29.9435
Si, 9.9219, 12.4699, 29.9807
Si, -0.0226, 2.239, 32.6513
Si, 3.8575, 2.23, 32.3688
Si, 7.7149, 2.2079, 32.1777
Si, 1.9206, 5.5932, 32.3686
Si, 5.7594, 5.5433, 32.3299
Si, 9.6415, 5.5791, 32.4217
Si, -0.0275, 8.9579, 32.2165
Si, 3.8233, 8.8916, 32.4281
Si, 7.6909, 8.9362, 32.4265
Si, 1.9523, 12.284, 32.4683
Si, 5.7829, 12.274, 32.3295
Si, 9.6991, 12.3099, 32.3399
Si, 1.9576, 1.1129, 33.244
Si, 5.8083, 1.1174, 33.1153
Si, 9.597, 1.1129, 33.1774
Si, -0.0067, 4.51, 33.2218
Si, 3.8399, 4.4593, 33.1731
Si, 7.6969, 4.4178, 33.1125
Si, 1.8651, 7.8255, 33.1544
Si, 5.7686, 7.7734, 33.1721
Si, 9.6645, 7.8378, 33.1341
Si, -0.0046, 11.1484, 33.1465
Si, 3.8807, 11.1419, 33.1864
Si, 7.7387, 11.1913, 33.1339
Si, 1.944, 1.1155, 35.5809
Si, 5.8074, 1.1184, 35.5068
Si, 9.6468, 1.1168, 35.5412
Si, 0.0008, 4.4794, 35.5666
Si, 3.8646, 4.464, 35.5392
Si, 7.7282, 4.452, 35.5064
Si, 1.9177, 7.815, 35.5281
Si, 5.7968, 7.8044, 35.5381
Si, 9.6755, 7.8214, 35.5161
Si, -0.0018, 11.1558, 35.5235
Si, 3.8723, 11.1581, 35.5467
Si, 7.7382, 11.1714, 35.5167
Si, -0.0012, -0.0041, 5.1317
Si, 3.8719, 0.0051, 5.1231
Si, 7.7325, 0.0015, 5.1485
Si, 1.937, 3.3404, 5.1319
Si, 5.7941, 3.3533, 5.1535
Si, 9.674, 3.3535, 5.1429
Si, 0.0018, 6.6966, 5.1043
Si, 3.8759, 6.6952, 5.1414
Si, 7.7328, 6.6982, 5.147
Si, 1.9388, 10.0542, 5.1271
Si, 5.8078, 10.0459, 5.1246
Si, 9.6574, 10.0549, 5.1277
Si, 0.0016, -0.015, 7.5004
Si, 3.8924, 0.0113, 7.4848
Si, 7.7362, 0.0144, 7.5303
Si, 1.9516, 3.3115, 7.5017
Si, 5.7907, 3.3692, 7.5395
Si, 9.7042, 3.3698, 7.5217
Si, 0.0253, 6.7014, 7.4533
Si, 3.9025, 6.6969, 7.5168
Si, 7.745, 6.6965, 7.5275
Si, 1.9593, 10.0725, 7.4896
Si, 5.8356, 10.0383, 7.4871
Si, 9.6419, 10.0753, 7.4913
Si, 0.0182, 2.1965, 8.3069
Si, 3.8777, 2.2118, 8.3575
Si, 7.7493, 2.2777, 8.2741
Si, 1.9525, 5.5555, 8.2269
Si, 5.8259, 5.5847, 8.3853
Si, 9.7086, 5.6211, 8.3001
Si, -0.0101, 8.9541, 8.1623
Si, 3.8979, 8.947, 8.2632
Si, 7.7496, 8.9199, 8.344
Si, 1.9711, 12.317, 8.2825
Si, 5.796, 12.2607, 8.2941
Si, 9.6619, 12.2998, 8.3418
Si, 0.0611, 2.0879, 10.6871
Si, 3.8119, 2.1438, 10.7629
Si, 7.9421, 2.4657, 10.619
Si, 1.6925, 5.6667, 10.5634
Si, 5.913, 5.5812, 10.8028
Si, 9.7929, 5.489, 10.6781
Si, -0.0129, 9.1482, 10.4689
Si, 3.8583, 8.8874, 10.6166
Si, 7.7076, 8.9218, 10.741
Si, 2.0259, 12.3555, 10.6531
Si, 5.7338, 12.1154, 10.6588
Si, 9.6157, 12.3388, 10.7374
Si, 1.9379, 1.0923, 11.6458
Si, 5.486, 0.783, 11.6594
Si, 9.6504, 1.1852, 11.4726
Si, 0.0059, 4.2762, 11.3821
Si, 4.2292, 4.2286, 11.7718
Si, 7.8825, 4.613, 11.5516
Si, 1.8147, 7.9011, 11.1851
Si, 5.7551, 7.8223, 11.5622
Si, 9.7937, 8.3621, 11.7239
Si, 0.0695, 11.3013, 11.2475
Si, 3.8062, 11.0539, 11.527
Si, 7.6996, 11.1428, 11.4716
O, 3.6886, 11.0231, 13.1981
O, 9.9508, 8.8627, 13.3006
O, 5.7204, 7.9723, 13.2413
O, 7.9874, 4.6537, 13.2251
O, 0.0385, 4.214, 13.0473
O, 5.4257, 0.4226, 13.2637
O, 9.308, 1.3879, 13.1135
O, 0.3485, 10.9809, 12.8615
O, 4.3981, 4.0296, 13.4027
O, 1.9766, 1.1383, 13.3322
O, 7.6446, 11.1054, 13.1293
O, 1.9362, 7.8538, 12.8275
O, 9.7194, 10.9061, 27.2866
O, 2.22, 10.4204, 27.6284
O, 5.4379, 9.7429, 27.6501
O, 12.3555, 6.8642, 27.3159
O, 7.8017, 6.6643, 27.7115
O, 8.5569, 13.2875, 27.112
O, 8.5948, 9.4824, 29.1428
O, 0.4403, 0.5379, 27.741
O, 9.507, 3.8959, 27.3722
O, 3.8484, 6.7299, 27.469
O, 1.4341, 3.1032, 27.7736
O, 3.73, -0.0027, 27.5169
Si, 6.9418, 9.1098, 19.3302
Si, 5.8074, 4.5562, 22.2904
Si, 3.615, 0.7794, 26.0822
Si, 4.8651, 7.8557, 17.4411
Si, 7.7424, 4.4934, 24.8141
Si, 3.7903, 5.9527, 26.0298
Si, 0.7479, 6.2434, 25.8002
Si, 0.2673, 9.1855, 16.0224
Si, 6.2577, 3.293, 19.6298
Si, 9.9177, 0.722, 14.4689
Si, 7.8751, 5.5422, 14.5945
Si, 3.7476, -1.0052, 19.1306
Si, 8.6846, 11.8075, 26.3806
Si, -0.3119, 0.4083, 19.6548
Si, 2.1162, 7.282, 14.3155
Si, -0.0427, 11.6561, 14.2719
Si, 5.3701, 3.3024, 26.597
Si, 9.9378, 4.4164, 16.6503
Si, 4.4849, 4.7576, 17.5667
Si, 9.4561, 8.213, 20.2492
Si, 3.6916, 3.4923, 14.774
Si, 5.3057, 7.2353, 14.6472
Si, 10.8393, 8.6036, 25.2636
Si, 5.1134, 7.1776, 23.4666
Si, 1.2556, 0.8013, 14.7816
Si, 8.1262, 7.2907, 26.2569
Si, 0.8854, 1.8491, 26.858
Si, 4.1845, 11.1899, 14.749
Si, 2.6066, 12.1715, 24.1359
Si, 3.9307, 2.6308, 21.2861
Si, 5.0475, 0.6411, 14.828
Si, 7.4987, 8.7745, 22.2939
Si, 1.8442, 14.5068, 17.7977
Si, 7.3102, 10.7128, 14.6712
Si, 9.5521, 11.3996, 20.6531
Si, 7.6725, 13.3435, 16.3136
Si, 1.6541, 10.1857, 26.1285
Si, 2.7192, 9.938, 17.2749
Si, 3.8298, 9.5942, 24.2379
Si, 10.3397, 3.7241, 25.9683
Si, 9.3455, 10.7563, 23.611
Si, 6.993, 12.056, 19.0371
Si, 9.3391, 2.9083, 19.1761
Si, -0.8361, 5.4955, 19.2875
Si, 9.3438, 8.3806, 14.7549
Si, 2.1851, 0.0953, 21.5089
Si, 2.0129, 3.9776, 19.2757
Si, 6.246, 9.8338, 26.2454
Si, 0.7089, 4.469, 14.5005
O, 0.8271, 0.6587, 20.8053
O, 9.8384, 11.5304, 22.264
O, 2.0554, 3.5542, 14.6939
O, 11.1859, 4.1667, 15.6364
O, 7.0837, 10.5124, 18.4968
O, 1.4712, 8.4309, 15.2521
O, 2.1364, 1.453, 25.8929
O, 3.7413, 13.1276, 24.8354
O, 1.5939, -1.7936, 25.2989
O, 0.1843, 9.5174, 26.2312
O, 7.0771, 8.4777, 25.9559
O, 9.1989, 3.7373, 24.7871
O, 4.1572, 12.744, 15.2496
O, 6.2963, 5.9312, 14.828
O, 5.681, 3.853, 18.2106
O, 10.3809, 5.6165, 17.6904
O, 4.0354, 8.3704, 23.1798
O, 4.2154, 4.3343, 16.0387
O, 5.1056, 2.2517, 20.1821
O, 8.0337, 12.0015, 20.3255
O, 9.8843, 9.8255, 20.2192
O, 8.2472, 8.1311, 19.1333
O, 1.197, 5.999, 14.6377
O, 7.5876, 13.1291, 17.9369
O, 6.3464, 0.735, 15.7991
O, 1.0742, 9.7075, 17.3728
O, 1.7518, -0.5131, 22.9566
O, 5.396, 12.4128, 19.3136
O, 6.773, 3.711, 25.8755
O, 2.6672, 9.182, 25.3167
O, 10.598, 12.3539, 19.8663
O, 1.1734, 12.5717, 14.8361
O, 4.218, 4.3994, 26.2451
O, 9.2427, 11.8416, 24.8363
O, 8.7464, 6.9035, 14.4893
O, 3.197, 0.3321, 18.3279
O, 7.0428, 4.4443, 23.3418
O, -0.2526, 1.4366, 14.794
O, 10.4902, 8.2723, 15.9562
O, 3.2615, 11.0301, 18.3613
O, 5.5169, 8.1836, 15.9708
O, 3.2006, 10.4198, 15.7839
O, 4.8352, 1.8678, 26.0079
O, 1.9473, 1.247, 16.1837
O, 8.9524, 0.8242, 15.7836
O, 10.2118, 12.5518, 14.0937
O, 7.7368, 2.6356, 19.4152
O, 10.3687, 9.5371, 24.014
O, 3.3669, 10.9146, 23.414
O, 4.8612, 6.6532, 25.0031
O, 7.9818, 6.0584, 25.2012
O, 6.3891, 4.4806, 20.7612
O, 0.4705, 13.7114, 18.2126
O, 8.5411, 4.7125, 15.8423
O, 5.7, 10.606, 14.852
O, 10.1911, 1.6202, 19.7137
O, 5.1957, 9.9795, 25.0197
O, -0.3358, 10.534, 15.368
O, 3.6894, 6.9115, 14.6073
O, 3.0829, 4.7873, 18.3751
O, 9.6082, 7.9694, 26.1285
O, 0.7076, 4.9461, 19.494
O, 6.7166, 9.329, 20.9522
O, 8.1071, 9.3697, 15.1396
O, 11.3991, 4.9331, 25.7274
O, 2.2907, 5.9218, 25.3907
O, 4.9528, 5.9407, 22.4346
O, 7.9108, 10.0421, 23.2461
O, 4.1995, 1.9839, 15.0251
O, 11.7478, 7.3464, 24.742
O, 2.9878, -0.9968, 20.5846
O, 6.6034, 7.7801, 23.2032
O, 10.5367, 7.0038, 19.9435
O, 8.8258, 7.9575, 21.7536
O, 1.6795, 15.989, 18.4726
O, 3.3601, 8.4618, 17.5591
O, 9.6589, 3.0918, 17.5758
O, -1.8158, 4.319, 19.9197
O, 5.632, 8.4234, 18.7334
O, 7.826, 11.8763, 15.6648
O, 3.227, 1.2965, 21.8367
O, 7.2049, 11.141, 26.2873
O, 2.7577, 3.6118, 20.6858
O, 11.2103, 2.3402, 25.9562
O, 4.7179, 3.355, 22.5253
O, 4.9923, 6.2704, 17.5985
O, -1.4925, 6.7525, 11.7283
O, 2.9098, 5.1886, 11.6064
O, 18.5618, 12.468, 29.0323
O, 18.3584, -11.6071, 11.5443
O, 10.5912, 16.0349, 29.4002
O, 10.4549, -7.0945, 29.0884

Results
free energy: -219172.789 eV
free energy less fixed offsets of O -568.88, Si -635.61 eV per atom: -0.699 eV

Forces (eV/angstrom), in the order of the atoms: element, x, y, z
Si, -0.0005, 0.0061, 0.0052
Si, -0.0014, 0.0007, 0.0076
Si, -0.0038, -0.0006, -0.0026
Si, -0.0053, -0.0003, -0.0027
Si, -0.0038, 0.0162, 0.0153
Si, -0.001, 0.0011, 0.0204
Si, -0.0057, 0.0219, 0.009
Si, 0.002, 0.0038, 0.0035
Si, 0.0013, -0.0117, 0.0006
Si, -0.0012, 0.0136, 0.0095
Si, 0.0041, -0.0291, -0.0128
Si, -0.0066, -0.0085, 0.0037
Si, -0.003, -0.0281, 0.0017
Si, 0.0216, 0.0188, 0
Si, -0.0104, 0.0018, -0.0023
Si, 0.0178, -0.0289, 0.0014
Si, -0.007, -0.0115, -0.0008
Si, 0.0011, -0.0191, -0.006
Si, 0.0346, -0.0058, -0.009
Si, 0.0128, -0.0157, 0.0045
Si, -0.0266, 0.0068, 0.0022
Si, -0.0082, -0.0194, 0.0017
Si, 0.0304, 0.0037, 0.0019
Si, -0.0149, 0.0319, 0.01
Si, -0.0149, -0.035, -0.0341
Si, 0.0561, 0.0694, 0.0572
Si, -0.0242, 0.0192, 0.1104
Si, 0.0538, -0.0771, -0.0446
Si, 0.0051, -0.0068, 0.036
Si, -0.0301, 0.008, 0.1662
Si, 0.1154, 0.0272, 0.0456
Si, 0.0415, -0.0258, -0.009
Si, -0.0791, 0.0323, 0.039
Si, -0.0254, 0.0004, 0.0056
Si, 0.0639, 0.024, -0.0165
Si, -0.0265, 0.0784, -0.0929
Si, -0.1103, -0.065, -0.1239
Si, 0.2216, -0.0301, 0.063
Si, -0.1333, -0.0217, 0.1097
Si, 0.0271, 0.0763, 0.15
Si, -0.0046, -0.0667, -0.0515
Si, -0.0854, 0.0202, -0.0401
Si, -0.0588, 0.1295, 0.2061
Si, -0.127, 0.0005, -0.0467
Si, 0.087, -0.0794, -0.2348
Si, -0.0376, -0.0298, -0.0134
Si, 0.1045, -0.0209, -0.063
Si, -0.0189, 0.0102, -0.0421
Si, -0.0414, -0.0101, 0.0095
Si, 0.0758, -0.0101, -0.0015
Si, -0.0471, -0.0084, -0.0107
Si, 0.0045, 0.0286, 0.0055
Si, 0.0014, -0.0111, -0.0039
Si, -0.0303, 0.0139, 0.0076
Si, -0.0207, 0.0585, -0.0062
Si, -0.0469, 0.0107, 0.0026
Si, 0.0283, -0.0259, 0.0115
Si, -0.0148, 0.0018, -0.0054
Si, 0.0403, -0.0041, 0.0025
Si, -0.0093, 0.0157, 0.0005
Si, 0.0053, 0.0001, -0.0163
Si, -0.0023, -0.0022, 0.0001
Si, 0.0042, -0.0047, -0.0013
Si, -0.0033, -0.0016, 0.0121
Si, 0.0002, -0.0153, -0.0321
Si, 0.0136, 0.0002, 0.0018
Si, 0.0024, -0.0265, 0.0124
Si, 0.0001, -0.0026, -0.0152
Si, -0.003, 0.0223, -0.0096
Si, 0.0083, -0.0148, -0.0278
Si, 0.0003, 0.0278, 0.0322
Si, -0.005, 0.0037, -0.0001
Si, 0.0303, -0.0378, -0.2237
Si, 0.0713, -0.0217, -0.27
Si, 0.0302, 0.0003, -0.1387
Si, -0.0413, 0.0238, -0.2051
Si, 0.0093, 0.0029, 0.0491
Si, -0.0266, -0.0936, 0.0229
Si, -0.0092, -0.0163, 0.005
Si, 0.0103, -0.0025, -0.1882
Si, 0.0618, 0.0155, -0.1197
Si, 0.0398, 0.0453, -0.2427
Si, -0.0281, 0.0014, -0.1167
Si, 0.0254, 0.0742, -0.1511
Si, -0.0531, 0.0656, -0.0531
Si, 0.0147, 0.0522, 0.0095
Si, -0.1058, 0.106, -0.1714
Si, -0.161, -0.1506, -0.1464
Si, 0.0204, -0.0169, 0.0268
Si, 0.2526, 0.064, -0.1631
Si, -0.1346, 0.0021, 0.0311
Si, 0.0099, -0.0345, 0.0764
Si, 0.0214, 0.0527, -0.133
Si, -0.0103, -0.0234, 0.097
Si, 0.0715, 0.0536, -0.0828
Si, -0.0169, -0.0007, 0.021
Si, 0.0007, -0.0107, -0.0492
Si, 0.0122, 0.0097, 0.0062
Si, -0.0027, -0.0083, -0.0924
Si, 0.0065, -0.0066, -0.0065
Si, -0.005, -0.0017, 0.0073
Si, -0.0122, 0.0342, -0.055
Si, 0.0002, 0.0134, -0.0474
Si, -0.001, 0.0121, 0.0263
Si, -0.0071, 0.0064, -0.0228
Si, -0.0216, -0.0004, 0.0319
Si, 0.0024, 0.0103, -0.052
Si, -0.0163, -0.0199, 0.0055
Si, 0.0089, 0.003, -0.0126
Si, -0.0041, 0.0046, -0.0291
Si, 0.0037, 0.0129, 0.0002
Si, 0.007, 0.0076, -0.0201
Si, 0.011, 0.0062, -0.0221
Si, -0.0023, -0.006, -0.0324
Si, -0.0044, -0.0076, -0.0102
Si, -0.018, 0.0022, 0
Si, 0.0148, -0.0014, -0.0188
Si, 0.0049, -0.0061, -0.0001
Si, -0.0051, -0.003, 0.011
Si, 0.0011, 0.0076, -0.0288
Si, 0.0123, -0.0031, -0.0091
Si, 0.0017, 0.0048, -0.0075
Si, -0.0087, -0.0057, 0.002
Si, -0.0009, 0.01, 0.0022
Si, 0.0095, -0.0072, -0.005
Si, -0.018, -0.0053, -0.0101
Si, 0.0001, -0.0077, 0.0084
Si, -0.0071, -0.0114, -0.0058
Si, -0.0065, 0.0079, -0.0004
Si, 0.0011, -0.0019, 0.0094
Si, -0.0151, -0.0124, -0.0034
Si, 0.005, 0.0061, -0.0092
Si, 0.0017, 0.0082, 0.0048
Si, 0.0013, 0.0067, -0.0056
Si, -0.0019, 0.0015, 0.0066
Si, -0.0042, -0.0066, 0.001
Si, -0.0036, 0.0039, -0.0013
Si, 0.0079, -0.0015, 0.0145
Si, -0.0197, 0.0021, 0.0042
Si, -0.0016, 0.0004, 0.0032
Si, -0.0031, -0.002, -0.0011
Si, 0.0016, 0.0028, -0.0059
Si, 0.0013, -0.0079, -0.0054
Si, -0.0052, 0.0041, -0.0096
Si, -0.0015, -0.0101, 0.0108
Si, -0.0109, -0.0085, 0.0043
Si, -0.0028, 0.0098, 0.0253
Si, 0.007, -0.0075, 0.0103
Si, 0.0086, -0.0044, 0.0123
Si, 0.0152, 0.0026, -0.0181
Si, -0.0073, 0.0064, 0.0032
Si, 0.0039, -0.0083, 0.0351
Si, 0.0105, 0.001, 0.021
Si, 0.0033, 0.0191, 0.0062
Si, 0.0073, 0.0063, 0.0141
Si, -0.0027, 0.0117, 0.0026
Si, 0.0203, 0.0112, 0.0001
Si, -0.0142, -0.0026, 0.0407
Si, -0.01, -0.0051, 0.0484
Si, 0.0156, -0.0073, 0.0975
Si, 0.0027, 0.0109, 0.0303
Si, -0.0213, -0.0028, 0.0312
Si, 0.0113, -0.0189, 0.0205
Si, -0.01, 0.0028, -0.0077
Si, 0.0109, 0.005, 0.018
Si, -0.0142, 0.0112, 0.0026
Si, 0.0097, -0.0022, 0.0074
Si, 0.0214, 0.0026, 0.019
Si, -0.0247, -0.0836, -0.0529
Si, 0.0109, -0.0017, 0.0085
Si, -0.045, -0.05, 0.0403
Si, 0.1579, -0.0689, 0.0861
Si, -0.1111, -0.0423, -0.0179
Si, -0.0132, 0.0816, 0.0862
Si, -0.0336, 0.0317, -0.0758
Si, -0.0586, -0.0281, -0.0637
Si, 0.0358, -0.0924, -0.0345
Si, -0.0061, 0.0284, -0.043
Si, 0.0177, 0.0091, -0.0241
Si, 0.0007, -0.0408, -0.0474
Si, 0.0218, 0.0706, 0.2064
Si, 0.0183, 0.0134, 0.1439
Si, -0.0353, 0.0474, 0.1448
Si, 0.0821, -0.0068, 0.261
Si, -0.0477, 0.0954, 0.1316
Si, 0.0193, 0.0704, 0.1722
Si, 0.0138, -0.0007, 0.1864
Si, 0.0251, 0.0066, 0.2343
Si, -0.0089, -0.0196, 0.1154
Si, 0.0513, -0.0268, 0.1477
Si, -0.0462, -0.0291, 0.2134
Si, 0.0308, 0.022, 0.2353
O, 0.0001, 0.0097, -0.2016
O, 0.0178, 0.0069, -0.1789
O, 0.0224, 0.0098, -0.2721
O, -0.0466, -0.0329, -0.1991
O, -0.0432, -0.0119, -0.198
O, 0.0174, 0.0155, -0.16
O, 0.0494, -0.0317, -0.1669
O, -0.0575, 0.0803, -0.1213
O, 0.014, 0.0085, -0.2053
O, -0.0275, -0.0263, -0.249
O, 0.0295, 0.0174, -0.1577
O, -0.0216, 0.0319, -0.1321
O, 0.0652, -0.0851, 0.1408
O, -0.0514, -0.0385, 0.1234
O, 0.0188, 0.0001, 0.0879
O, -0.0409, 0.063, 0.1494
O, -0.0864, 0.003, 0.1215
O, -0.0602, 0.1054, 0.1916
O, -0.0822, -0.0509, 0.1774
O, -0.0105, -0.0986, 0.1711
O, -0.0109, -0.0459, 0.1401
O, 0.0028, -0.0226, 0.1856
O, 0.1057, 0.0412, 0.1435
O, 0.0149, 0.0222, 0.1866
Si, -0.0558, -0.0134, 0.0156
Si, 0.0031, 0.0442, -0.0265
Si, 0.0486, -0.0593, -0.0832
Si, -0.0797, 0.006, 0.0725
Si, -0.0235, -0.0326, -0.0873
Si, 0.0505, 0.0107, -0.0703
Si, -0.1319, -0.0439, -0.1258
Si, 0.0504, -0.0201, 0.1533
Si, -0.0268, 0.0949, -0.0536
Si, 0.0549, -0.0098, 0.1812
Si, 0.0835, -0.0164, 0.1634
Si, -0.0594, -0.0364, -0.0144
Si, 0.0084, -0.0189, -0.0742
Si, 0.0508, -0.002, -0.0368
Si, -0.0174, -0.0025, 0.1911
Si, -0.0001, -0.049, 0.1317
Si, 0.0169, 0.0169, -0.0467
Si, -0.0078, 0.0084, 0.0516
Si, 0.0418, 0.0425, 0.0798
Si, -0.0655, -0.0123, 0.0369
Si, 0.0172, -0.0026, 0.1114
Si, -0.0202, -0.0181, 0.1845
Si, 0.0152, -0.0452, -0.1805
Si, -0.0519, 0.0977, -0.1286
Si, 0.0556, 0.0668, 0.0664
Si, 0.0311, -0.0273, -0.0895
Si, -0.064, 0.0294, -0.0784
Si, -0.0167, -0.0206, 0.123
Si, 0.0382, -0.0959, -0.0956
Si, 0.0197, -0.0041, -0.0122
Si, 0.0457, 0.0587, 0.0887
Si, -0.0149, 0.0166, 0.0079
Si, 0.0053, -0.01, 0.0613
Si, -0.0008, 0.04, 0.1161
Si, 0.0186, -0.0135, 0.045
Si, -0.0688, -0.0081, 0.0174
Si, 0.0882, 0.0219, -0.1299
Si, -0.0781, -0.106, 0.0939
Si, -0.0572, 0.0323, -0.1537
Si, -0.0187, 0.0312, -0.0692
Si, -0.0361, -0.0706, -0.0937
Si, 0.0118, -0.0301, -0.0484
Si, 0.0015, 0.0044, -0.0878
Si, -0.0141, 0.0099, -0.0803
Si, 0.017, -0.0455, 0.1793
Si, -0.0118, -0.0784, 0.0341
Si, 0.0635, 0.0082, -0.0475
Si, -0.0103, 0.0165, -0.1785
Si, 0.0286, 0.0147, 0.1374
O, -0.01, 0.0184, 0.0309
O, -0.0034, 0.0187, -0.0155
O, -0.0092, -0.0435, -0.0643
O, 0.0461, 0.0047, -0.0812
O, 0.0092, 0.0137, 0.0004
O, 0.0755, -0.0388, -0.1025
O, -0.0501, 0.0065, 0.0311
O, 0.0257, 0.0699, 0.1031
O, 0.0035, 0.0022, 0.0765
O, -0.0465, -0.0082, 0.1037
O, -0.0044, 0.0237, 0.0759
O, 0.0134, -0.0101, 0.0678
O, -0.0068, 0.0247, -0.0525
O, -0.0245, 0.0175, -0.1081
O, 0.0097, -0.0335, 0.0141
O, 0.0185, -0.0015, 0.0148
O, 0.0341, -0.043, 0.0754
O, -0.0435, -0.0334, -0.0697
O, -0.0044, -0.0223, 0.0113
O, 0.0077, -0.0017, 0.0206
O, 0.0234, 0.0132, -0.0428
O, 0.0351, 0.0177, -0.0069
O, -0.03, -0.0145, -0.0996
O, -0.0064, -0.02, -0.0004
O, -0.0413, 0.0039, -0.0781
O, 0.0077, 0.0128, -0.0604
O, -0.0057, 0.0377, -0.005
O, 0.0127, 0.0075, -0.0002
O, 0.0012, -0.025, 0.0665
O, -0.0024, 0.0054, 0.09
O, -0.0016, -0.0202, -0.0194
O, -0.0028, -0.0312, -0.0779
O, -0.009, 0.0009, 0.0601
O, -0.0227, 0.0142, 0.0971
O, -0.0071, -0.0256, -0.0725
O, 0.0003, 0.0236, -0.0255
O, 0.005, -0.0002, 0.0223
O, -0.0399, 0.0107, -0.0754
O, -0.0521, -0.0048, -0.0921
O, 0.0199, 0.041, -0.0057
O, 0.0083, -0.0462, -0.0916
O, 0.052, 0.0417, -0.1174
O, -0.0043, -0.0221, 0.0713
O, -0.0418, -0.0218, -0.0512
O, 0.0762, 0.0292, -0.1152
O, -0.0357, -0.0032, -0.0962
O, 0.0125, -0.02, 0.0274
O, -0.0138, 0.0212, 0.0726
O, -0.0265, 0.0166, 0.0864
O, -0.0234, -0.0138, 0.0769
O, 0.0042, 0.0505, 0.0599
O, -0.0073, -0.0127, -0.0001
O, -0.0238, 0.0056, -0.0044
O, -0.062, 0.0243, -0.1115
O, 0.0371, 0.0029, -0.0918
O, -0.0032, 0.0101, 0.0332
O, 0.0836, 0.0052, 0.1515
O, -0.0193, 0.073, -0.1055
O, -0.0067, 0.0195, -0.082
O, -0.0283, -0.0182, 0.0025
O, -0.0112, 0.0161, 0.0908
O, 0, -0.0028, 0.0223
O, 0.0018, 0.0128, 0.0004
O, -0.0152, 0.0315, -0.08
O, 0.0262, 0.0322, 0.0573
O, 0.0244, 0.0126, 0.0664
O, 0.0155, -0.0393, 0.0302
O, 0.0182, 0.0093, 0.0111
O, -0.0175, -0.0018, -0.1039
O, 0.0258, -0.0409, 0.0845
O, -0.0041, 0.0154, 0.0218
O, 0.0013, -0.011, 0.0351
O, 0.0187, 0.0115, 0.008
O, 0.0272, -0.0143, -0.0276
O, 0.0019, 0.0029, -0.0093
O, 0.0302, 0.0181, -0.0289
O, -0.0089, -0.0038, 0.0102
O, 0.0109, 0.0147, 0.0572
O, 0.0383, 0.0212, -0.0077
O, -0.0026, -0.0471, -0.067
O, 0.0076, 0.0287, 0.0094
O, 0.0085, -0.0083, 0.0647
O, -0.0183, 0.0076, 0.0426
O, 0.0859, -0.0731, 0.1174
O, -0.0303, -0.0174, -0.0072
O, 0.0015, -0.0119, -0.0081
O, 0.02, -0.0571, -0.2118
O, -0.067, 0.0331, -0.2232
O, -0.0946, -0.0128, 0.2138
O, -0.013, 0.0311, -0.1486
O, 0.0949, -0.1032, 0.2024
O, 0.0732, -0.0056, 0.2298

The program warned: the cutoff lies below the one the program advises for these potential files; the exchange-correlation potential is rough where the density is thin.
